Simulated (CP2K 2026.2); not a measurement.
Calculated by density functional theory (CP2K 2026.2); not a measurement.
Periodic cell of 654 atoms, Si398O256, from a study of silicon, its oxide and their interface. The atomic structure is a simulated model.
Doubt: the forces sum to 2.03 eV/angstrom along one axis rather than to zero, so they err by at least 0.0031 eV/angstrom per atom on average; the grid cutoff is modest.

Settings: functional PBE; method Gaussian and plane waves; basis set DZVP-MOLOPT-SR-GTH; pseudopotentials GTH-PBE; grid cutoff 350 Ry, relative cutoff 50 Ry; k points Gamma only; occupations fixed; spin none; net charge 0.

Cell vectors (angstrom)
a	16.4025	0	0
b	0	16.4025	0
c	0	0	42.4562

Atoms: element, x, y, z (angstrom)
Si	0.133	16.131	0.629
Si	3.003	2.293	0.13
Si	16.351	5.546	0.159
Si	3.017	7.465	42.373
Si	15.996	11.462	0.434
Si	2.362	14.125	0.323
Si	5.128	0.046	0.33
Si	7.43	3.141	0.039
Si	5.319	5.417	0.372
Si	7.711	8.211	42.382
Si	5.536	10.475	42.316
Si	8.41	13.073	42.194
Si	11.576	15.574	42.158
Si	14.438	1.845	42.102
Si	10.872	5.611	41.988
Si	13.966	7.789	0.166
Si	10.98	11.128	42.367
Si	13.806	13.541	0.571
Si	1.458	1.302	1.638
Si	3.995	3.94	1.558
Si	1.49	6.65	1.518
Si	3.969	9.347	1.205
Si	1.31	12.438	1.64
Si	3.958	15.064	1.755
Si	6.751	1.338	1.436
Si	9.428	4.172	0.989
Si	6.743	6.811	1.571
Si	9.642	9.367	1.055
Si	6.722	12.159	1.179
Si	9.619	14.828	1.014
Si	12.427	1.131	0.877
Si	15.14	3.749	1.12
Si	12.245	6.645	1.229
Si	14.981	9.56	1.411
Si	12.253	12.181	1.609
Si	15.085	14.919	1.897
Si	0.019	2.696	2.803
Si	2.712	0.021	3.11
Si	0.057	8.18	2.7
Si	2.711	5.315	2.94
Si	0.045	13.61	3.175
Si	2.716	10.848	2.678
Si	5.437	2.652	2.886
Si	8.291	16.307	2.517
Si	5.349	8.188	2.796
Si	8.245	5.419	2.679
Si	5.475	13.575	2.717
Si	8.216	10.8	2.554
Si	10.915	2.648	2.298
Si	13.572	0.019	2.747
Si	10.921	8.076	2.603
Si	13.662	5.208	2.501
Si	10.82	13.623	2.72
Si	13.614	10.794	2.875
Si	1.298	4.033	4.263
Si	4.137	1.366	4.351
Si	1.37	9.538	4.135
Si	4.085	6.765	4.196
Si	1.371	15.038	4.423
Si	4.116	12.202	4.083
Si	6.867	4.083	4.101
Si	9.62	1.33	3.883
Si	6.831	9.54	4.071
Si	9.58	6.795	4.05
Si	6.897	14.987	3.996
Si	9.484	12.204	4.056
Si	12.235	3.948	3.914
Si	14.995	1.348	4.128
Si	12.203	9.417	4.108
Si	15.004	6.72	3.969
Si	12.212	15.015	4.094
Si	14.958	12.188	4.263
Si	0.003	0.017	10.942
Si	2.736	2.743	10.936
Si	16.392	5.496	10.967
Si	2.725	8.223	10.954
Si	16.386	10.956	10.934
Si	2.726	13.684	10.936
Si	5.482	0.017	10.938
Si	8.232	2.76	10.937
Si	5.486	5.477	10.938
Si	8.224	8.217	10.943
Si	5.472	10.95	10.964
Si	8.213	13.687	10.965
Si	10.948	0.035	10.961
Si	13.666	2.772	10.958
Si	10.951	5.499	10.943
Si	13.659	8.226	10.947
Si	10.949	10.957	10.947
Si	13.675	13.693	10.944
Si	1.371	1.383	12.32
Si	4.1	4.121	12.302
Si	1.349	6.878	12.325
Si	4.075	9.608	12.317
Si	1.341	12.339	12.299
Si	4.086	15.071	12.291
Si	6.852	1.4	12.286
Si	9.596	4.137	12.303
Si	6.851	6.854	12.306
Si	9.576	9.606	12.32
Si	6.827	12.336	12.325
Si	9.58	15.075	12.316
Si	12.308	1.423	12.326
Si	15.026	4.141	12.336
Si	12.307	6.868	12.323
Si	15.022	9.606	12.311
Si	12.32	12.336	12.324
Si	15.041	15.071	12.327
Si	0.005	2.769	13.679
Si	2.748	0.024	13.699
Si	16.379	8.254	13.691
Si	2.736	5.511	13.663
Si	0.022	13.716	13.704
Si	2.688	10.981	13.674
Si	5.48	2.749	13.653
Si	8.229	0.07	13.663
Si	5.469	8.243	13.643
Si	8.241	5.5	13.669
Si	5.442	13.721	13.663
Si	8.213	10.989	13.689
Si	10.98	2.826	13.696
Si	13.696	0.082	13.685
Si	10.966	8.259	13.684
Si	13.682	5.533	13.714
Si	10.964	13.732	13.68
Si	13.712	11	13.705
Si	1.369	4.146	15.025
Si	4.147	1.381	15.056
Si	1.304	9.651	15.062
Si	4.102	6.897	15.012
Si	1.381	15.078	15.098
Si	4.03	12.381	15.018
Si	6.86	4.117	14.997
Si	9.6	1.458	15.021
Si	6.816	9.614	15.018
Si	9.602	6.887	15.038
Si	6.83	15.108	14.988
Si	9.588	12.38	15.048
Si	12.334	4.19	15.112
Si	15.039	1.453	15.087
Si	12.342	9.63	15.052
Si	15.035	6.905	15.093
Si	12.319	15.139	15.033
Si	15.081	12.368	15.104
Si	0.021	0.088	16.442
Si	2.799	2.818	16.35
Si	16.391	5.477	16.419
Si	2.673	8.245	16.356
Si	0.014	11.017	16.558
Si	2.718	13.699	16.515
Si	5.515	0.002	16.454
Si	8.199	2.765	16.397
Si	5.534	5.538	16.314
Si	8.195	8.236	16.363
Si	5.399	11.001	16.315
Si	8.214	13.806	16.35
Si	10.996	0.158	16.393
Si	13.725	2.857	16.516
Si	10.991	5.611	16.476
Si	13.711	8.323	16.481
Si	10.983	11.02	16.386
Si	13.727	13.83	16.388
Si	1.455	1.474	17.737
Si	4.217	4.174	17.669
Si	1.387	6.81	17.74
Si	3.932	9.728	17.679
Si	1.346	12.405	18.004
Si	4.182	15.007	17.854
Si	6.919	1.339	17.843
Si	9.508	4.239	17.724
Si	6.805	6.91	17.746
Si	9.613	9.588	17.677
Si	6.8	12.39	17.599
Si	9.529	15.281	17.69
Si	12.317	1.512	17.847
Si	15.096	4.218	17.95
Si	12.403	6.987	17.914
Si	15.031	9.66	17.94
Si	12.325	12.484	17.704
Si	15.034	15.186	17.875
Si	0.196	2.837	19.227
Si	2.835	0.092	19.05
Si	0.071	8.136	19.153
Si	2.9	5.503	19.06
Si	16.371	13.858	19.369
Si	2.752	11.014	19.362
Si	5.554	2.811	19.032
Si	8.337	0.068	19.384
Si	5.28	8.308	18.871
Si	8.195	5.611	19.197
Si	5.606	13.598	19.218
Si	8.192	11.017	18.819
Si	10.863	2.921	19.072
Si	13.677	0.218	19.285
Si	10.98	8.401	19.217
Si	13.736	5.601	19.398
Si	10.879	13.902	18.914
Si	13.699	11.281	19.206
Si	2.062	3.801	20.471
Si	4.152	1.52	20.394
Si	1.488	9.348	20.532
Si	3.837	7.237	20.415
Si	1.274	15.5	20.469
Si	4.647	11.919	20.649
Si	6.929	4.024	20.5
Si	9.361	1.995	20.676
Si	6.662	9.735	20.005
Si	9.932	6.682	20.502
Si	7.3	14.608	20.556
Si	9.474	12.481	20.087
Si	12.035	4.333	20.526
Si	15.438	1.298	20.586
Si	11.776	10.437	20.319
Si	15.313	6.819	20.781
Si	12.236	15.098	20.399
Si	14.613	12.967	20.837
Si	12.022	15.996	23.323
Si	0.333	16.118	24.594
Si	0.69	5.042	22.78
Si	2.269	6.37	27.182
Si	15.782	9.083	22.824
Si	5.619	16.165	22.712
Si	5.663	5.853	22.67
Si	7.98	7.906	22.2
Si	2.762	14.954	23.25
Si	12.969	10.012	23.195
Si	11.424	2.617	22.955
Si	6.983	7.493	26.891
Si	1.452	7.55	24.573
Si	14.185	13.223	31.472
Si	14.539	14.031	23.784
Si	15.497	15.509	27.255
Si	4.894	5.38	25.763
Si	15.47	2.467	23.476
Si	3.922	9.325	24.39
Si	8.271	11.6	25.7
Si	3.667	12.244	23.641
Si	7.848	14.469	26.741
Si	8.978	5.088	27.516
Si	6.97	9.258	24.429
Si	10.014	8.551	30.2
Si	14.313	12.857	26.745
Si	6.552	3.06	26.936
Si	10.251	15.991	25.749
Si	13.707	6.087	29.147
Si	14.37	7.585	26.759
Si	11.062	10.963	25.301
Si	11.254	4.947	25.241
Si	4.419	12.677	26.589
Si	2.581	15.398	33.104
Si	2.762	1.333	30.919
Si	4.928	9.81	27.375
Si	0.916	15.953	29.551
Si	7.475	0.607	25.153
Si	15.869	5.207	27.367
Si	13.868	3.423	25.915
Si	2.721	13.61	28.721
Si	11.938	8.078	24.943
Si	12.166	1.214	30.262
Si	11.358	14.541	30.478
Si	13.507	10.521	32.944
Si	5.441	1.247	29.333
Si	6.387	1.521	32.24
Si	15.093	3.656	36.869
Si	5.756	5.819	32.927
Si	5.53	14.57	28.37
Si	0.306	11.856	30.001
Si	3.918	3.429	32.75
Si	3.417	8.34	29.473
Si	3.943	9.898	33.655
Si	9.797	4.428	35.523
Si	12.256	3.04	36.979
Si	14.988	10.175	28.115
Si	12.854	0.71	27.262
Si	15.852	8.883	33.662
Si	2.529	10.853	38.048
Si	16.158	15.358	32.264
Si	1.496	9.562	31.669
Si	0.198	9.185	36.575
Si	4.254	13.099	33.827
Si	13.172	8.728	30.324
Si	6.594	14.975	33.512
Si	11.528	12.693	28.003
Si	11.223	4.235	29.756
Si	14.389	1.562	32.604
Si	15.625	3.949	34.046
Si	4.223	0.202	38.37
Si	2.133	4.931	34.832
Si	5.861	8.494	31.543
Si	0.709	13.2	38.035
Si	4.417	15.319	35.453
Si	8.1	3.94	33.004
Si	9.702	5.903	31.57
Si	12.06	9.107	38.159
Si	9.243	13.34	32.707
Si	7.272	0.774	37.691
Si	15.115	6.541	37.239
Si	5.132	5.758	37.628
Si	13.907	6.546	34.47
Si	8.328	10.647	31.258
Si	10.991	14.664	39.232
Si	3.996	7.269	35.117
Si	14.985	11.165	38.115
Si	2.097	2.279	39.561
Si	13.594	0.574	35.512
Si	10.786	7.015	34.312
Si	10.406	12.745	35.543
Si	12.123	11.629	39.512
Si	6.742	12.918	39.412
Si	9.332	10.774	28.618
Si	15.531	1.536	39.259
Si	2.277	4.969	38.065
Si	14.453	7.865	39.64
Si	0.959	6.881	40.156
Si	12.593	14.598	36.705
Si	5.398	10.294	39.219
Si	7.216	3.652	37.185
Si	8.483	14.448	37.488
Si	11.342	9.858	35.247
Si	10.06	6.874	39.307
Si	4.425	14.52	40.579
Si	7.066	7.545	39.376
Si	10.966	4.037	39.567
Si	15.305	15.51	37.41
Si	8.278	2.548	39.708
Si	0.667	11.379	40.136
O	15.462	0.522	42.101
O	14.121	14.377	37.267
O	2.472	2.75	41.081
O	4.124	1.169	42.095
O	14.346	6.53	38.693
O	15.198	6.718	0.129
O	16.077	7.922	39.972
O	2.129	7.71	40.976
O	0.634	11.012	41.693
O	1.614	9.799	37.162
O	3.26	13.746	41.43
O	1.175	15.163	42.188
O	5.46	15.377	41.535
O	3.291	1.509	38.706
O	7.566	2.24	41.118
O	6.318	4.334	42.001
O	4.265	6.403	41.922
O	0.512	5.561	41.042
O	7.308	7.373	40.985
O	11.302	10.446	38.726
O	6.959	9.655	42.126
O	4.879	10.515	40.766
O	7.745	13.212	40.666
O	5.242	13.368	39.812
O	8.359	1.167	38.85
O	11.123	15.619	40.546
O	14.543	2.117	40.447
O	11.8	15.278	37.959
O	11.71	4.569	40.945
O	10.181	6.767	40.969
O	12.082	11.113	41.082
O	13.6	7.952	41.016
O	13.604	8.979	38.742
O	9.678	12.04	41.895
O	14.883	12.532	42.187
O	12.895	14.523	42.026
O	5.04	5.55	24.146
O	16.168	1.157	24.129
O	5.026	0.845	21.63
O	3.02	2.546	21.037
O	2.654	8.247	21.039
O	0.49	9.793	21.827
O	4.582	6.652	21.755
O	7.013	6.757	22.813
O	0.167	0.172	21.115
O	2.25	14.998	21.704
O	4.364	12.507	22.189
O	6.104	4.491	21.875
O	8.043	2.929	21.041
O	10.117	2.013	22.159
O	5.778	10.734	21.015
O	7.475	8.522	20.787
O	9.457	7.297	21.962
O	8.036	9.178	23.214
O	8.443	13.428	21.043
O	6.557	15.065	21.954
O	10.529	11.441	20.888
O	12.238	11.124	24.168
O	10.986	5.511	21.046
O	12.38	3.386	21.855
O	14.955	2.081	21.977
O	12.121	1.232	23.554
O	14.592	10.03	23.425
O	15.947	14.836	23.97
O	15.994	5.627	21.709
O	14.951	7.973	21.926
O	13.252	13.873	20.771
O	11.511	15.674	21.795
O	0.211	8.51	24.12
O	14.798	12.989	22.528
O	15.012	14.216	32.495
O	13.452	15.217	23.468
O	5.867	2.278	28.169
O	1.901	15.981	24.182
O	0.135	3.69	23.474
O	12.667	4.831	29.241
O	2.898	8.116	24.04
O	1.978	4.658	21.884
O	1.158	6.081	23.936
O	1.589	7.495	26.201
O	6.606	0.521	23.775
O	4.33	15.41	23.389
O	7.497	8.119	25.479
O	3.364	5.56	26.282
O	13.086	13.133	27.803
O	5.445	9.038	23.841
O	7.026	10.736	25.105
O	2.513	13.401	23.75
O	12.198	8.576	23.418
O	11.248	12.15	26.434
O	9.448	14.901	26.692
O	11.036	15.345	24.463
O	15.247	3.835	26.713
O	8.236	6.601	27.54
O	15.38	6.384	26.324
O	1.089	5.277	27.558
O	15.505	13.865	27.267
O	14.113	13.211	25.15
O	13.198	2.152	26.638
O	11.044	3.791	24.076
O	2.068	15.13	28.701
O	0.207	16.06	26.209
O	14.228	3.007	24.382
O	13.992	16.014	26.829
O	1.399	1.035	30.055
O	5.233	11.429	27.319
O	3.813	9.615	28.539
O	4.127	9.431	26.002
O	7.17	14.19	28.236
O	4.555	12.449	24.988
O	3.235	10.662	23.719
O	6.244	8.809	27.636
O	5.082	14.151	26.843
O	7.13	2.01	25.856
O	5.394	3.897	26.169
O	5.77	6.463	26.592
O	9.937	4.876	26.203
O	9.971	4.703	28.775
O	13.823	7.203	30.351
O	11.313	6.568	24.877
O	8.667	11.097	27.19
O	15.313	8.781	27.339
O	12.898	14.019	30.813
O	9.562	11.322	24.725
O	7.687	2.393	32.712
O	7.057	15.73	26.071
O	9.124	0.581	25.065
O	11.365	0.291	26.72
O	15.191	5.455	28.842
O	9.401	9.148	28.796
O	13.289	7	27.842
O	12.712	10.271	21.638
O	11.111	9.325	25.709
O	15.313	12.662	30.388
O	13.841	9.777	29.234
O	15.454	0.41	32.217
O	5.545	16.128	28.774
O	0.344	8.624	32.332
O	13.23	1.617	31.449
O	3.914	1.496	29.791
O	5.064	2.253	32.894
O	16.314	10.795	28.816
O	1.63	12.719	29.551
O	2.762	2.736	31.788
O	6.401	1.534	30.61
O	7.765	13.14	25.787
O	11.021	5.028	31.171
O	2.951	7.071	28.511
O	9.383	7.074	30.473
O	8.516	4.779	31.658
O	4.504	6.907	36.637
O	4.319	13.807	29.261
O	6.469	16.346	32.634
O	13.458	8.08	25.534
O	7.759	4.01	27.468
O	12.722	4.606	25.915
O	11.342	16.209	30.601
O	11.008	13.975	28.944
O	11.609	8.465	29.998
O	0.405	9.059	34.972
O	0.961	15.381	33.378
O	15.952	16.132	28.677
O	3.05	13.814	32.94
O	2.98	16.392	31.856
O	0.698	4.68	34.064
O	14.439	5.066	34.07
O	2.163	8.752	30.422
O	4.641	4.822	32.196
O	0.809	10.975	31.266
O	2.908	12.847	27.251
O	16.284	7.676	37.132
O	6.007	15.473	34.999
O	6.862	4.821	33.608
O	4.774	8.104	30.365
O	9.942	6.678	32.974
O	9.355	3.901	34.047
O	11.001	3.466	36.048
O	13.672	1.22	34.035
O	12.37	6.771	34.02
O	14.978	10.257	33.587
O	13.264	9.401	31.792
O	14.577	11.255	26.943
O	12.928	0.853	28.869
O	12.655	15.633	35.441
O	15.243	10.047	36.933
O	2.566	9.891	32.829
O	2.037	10.706	39.592
O	15.089	0.037	38.747
O	6.41	6.99	31.964
O	0.713	1.411	39.651
O	14.864	7.613	33.744
O	5.112	9.246	32.764
O	15.572	3.054	35.43
O	15.831	12.394	37.449
O	4.135	13.695	35.37
O	5.635	13.687	33.132
O	11.209	7.814	38.643
O	3.831	8.901	34.972
O	10.372	11.107	35.696
O	7.046	9.6	31.233
O	7.953	15.901	36.926
O	4.255	11.479	33.964
O	8.117	14.414	33.268
O	13.5	12.015	32.319
O	0.505	15.06	30.848
O	15.256	2.955	32.795
O	13.51	4.055	36.781
O	10.35	5.346	38.783
O	9.2	13.526	36.344
O	9.639	9.644	31.38
O	3.206	3.867	34.172
O	5.14	6.671	34.154
O	2.095	4.735	36.454
O	2.105	12.408	37.551
O	10.186	13.951	31.495
O	0.672	12.981	39.681
O	0.39	14.748	37.539
O	13.534	11.715	38.642
O	4.026	15.998	36.868
O	3.397	16.023	34.38
O	12.81	1.568	36.556
O	11.278	2.595	29.967
O	8.517	4.322	36.505
O	6.199	6.351	38.698
O	10.262	13.088	33.964
O	7.164	13.696	38.052
O	5.834	0.511	38.448
O	9.758	3.083	40.069
O	15.079	0.106	36.105
O	15.844	5.088	37.101
O	10.484	8.572	34.708
O	14.004	6.786	36.081
O	12.366	10.389	34.099
O	10.851	11.406	28.792
O	15.396	2.592	38.028
O	11.869	3.134	38.566
O	3.873	5.096	38.414
O	2.605	6.503	34.672
O	4.137	10.495	38.136
O	15.759	10.674	39.467
O	1.552	6.275	38.75
O	1.718	3.62	38.745
O	9.438	14.662	38.777
O	7.429	3.629	38.812
O	5.907	4.556	36.816
O	8.36	11.372	29.782
O	12.162	9.281	36.545
O	8.613	7.466	38.799
O	11.844	13.248	36.173
O	11.458	13.11	39.473
O	7.063	2.076	36.694
O	3.757	15.498	39.462
O	6.182	8.87	39.01
O	8.486	11.901	32.319
O	10.285	5.989	35.486
O	6.61	11.36	38.953
Si	16.325	0.027	5.591
Si	2.713	2.729	5.614
Si	16.33	5.467	5.499
Si	2.72	8.165	5.517
Si	16.4	10.863	5.547
Si	2.801	13.582	5.552
Si	5.565	16.322	5.499
Si	8.264	2.67	5.377
Si	5.509	5.436	5.509
Si	8.204	8.162	5.43
Si	5.492	10.896	5.483
Si	8.184	13.624	5.439
Si	10.888	0.016	5.426
Si	13.603	2.718	5.436
Si	10.955	5.387	5.368
Si	13.651	8.085	5.413
Si	10.885	10.873	5.44
Si	13.587	13.652	5.491
Si	1.329	1.366	6.935
Si	4.119	4.111	6.897
Si	1.326	6.818	6.869
Si	4.109	9.544	6.856
Si	1.372	12.256	6.89
Si	4.157	14.995	6.877
Si	6.903	1.346	6.822
Si	9.585	4.065	6.778
Si	6.858	6.829	6.847
Si	9.539	9.532	6.827
Si	6.833	12.287	6.849
Si	9.548	15.023	6.802
Si	12.262	1.357	6.825
Si	14.965	4.087	6.837
Si	12.282	6.757	6.795
Si	14.99	9.481	6.832
Si	12.233	12.263	6.83
Si	14.96	15.014	6.876
Si	16.356	2.762	8.24
Si	2.753	16.383	8.216
Si	16.375	8.185	8.234
Si	2.726	5.478	8.236
Si	16.382	13.659	8.205
Si	2.749	10.908	8.24
Si	5.513	2.719	8.199
Si	8.231	16.39	8.214
Si	5.485	8.192	8.222
Si	8.237	5.45	8.178
Si	5.5	13.646	8.25
Si	8.205	10.924	8.212
Si	10.932	2.739	8.199
Si	13.626	0.012	8.225
Si	10.937	8.172	8.168
Si	13.643	5.46	8.219
Si	10.91	13.671	8.201
Si	13.639	10.906	8.179
Si	1.345	4.12	9.597
Si	4.117	1.372	9.567
Si	1.347	9.566	9.586
Si	4.1	6.849	9.593
Si	1.355	15.035	9.567
Si	4.104	12.299	9.597
Si	6.861	4.108	9.564
Si	9.582	1.375	9.575
Si	6.835	9.576	9.592
Si	9.578	6.835	9.562
Si	6.855	15.042	9.59
Si	9.56	12.309	9.584
Si	12.287	4.107	9.581
Si	15.006	1.38	9.595
Si	12.279	9.558	9.561
Si	15.007	6.831	9.593
Si	12.276	15.042	9.586
Si	15.005	12.294	9.557

Results
total energy: -154801.031 eV
total energy less fixed offsets of O -438.35, Si -107.03 eV per atom: 14.509 eV

Forces (eV/angstrom) on atoms 53 to 337 of the 654, counted in the order above; the others are left out for length: element, x, y, z
Si	-0.128	0.054	0.277
Si	0.037	-0.114	0.177
Si	0.038	0.053	-0.075
Si	-0.066	0.039	-0.085
Si	-0.072	-0.091	-0.114
Si	0.023	0.07	-0.067
Si	-0.056	0.02	0.015
Si	0.045	0	-0.016
Si	0.067	-0.073	-0.045
Si	-0.027	-0.068	-0.059
Si	0.025	-0.009	-0.188
Si	-0.073	-0.15	0.048
Si	-0.059	-0.004	-0.02
Si	0.044	0.045	-0.177
Si	0.122	0.087	-0.194
Si	-0.129	0	-0.096
Si	0.189	0.048	0.047
Si	0.031	-0.017	-0.297
Si	-0.077	0.034	-0.135
Si	0.165	-0.101	0.058
Si	0.033	-0.009	0.015
Si	-0.01	0.018	0.007
Si	-0.012	0.002	0.014
Si	-0.009	-0.004	0.003
Si	0.001	0.011	0.006
Si	-0.025	-0.017	0.015
Si	-0.03	-0.007	0.004
Si	-0.033	-0.021	-0.007
Si	-0.003	-0.014	-0.001
Si	-0.019	-0.003	-0.006
Si	-0.025	-0.003	-0.002
Si	-0.012	0.023	-0.006
Si	-0.029	-0.01	0.002
Si	-0.047	-0.017	-0.003
Si	-0.031	-0.013	-0.002
Si	-0.015	0.021	-0.002
Si	-0.022	-0.007	-0.007
Si	-0.018	-0.015	0.006
Si	-0.01	-0.009	0.007
Si	-0.007	-0.03	-0.005
Si	0.063	0.021	0.005
Si	0.017	0	0.003
Si	0.012	0.004	-0.009
Si	0.03	-0.005	-0.001
Si	0.025	0.036	-0.011
Si	0.016	0.057	-0.017
Si	-0.024	0.021	-0.007
Si	0.033	0.008	-0.012
Si	0.004	-0.015	0.011
Si	-0.008	-0.005	-0.001
Si	0.07	0.01	0.002
Si	0.039	-0.003	0.008
Si	0.008	-0.009	-0.007
Si	0.009	-0.025	-0.014
Si	0.008	0.015	0
Si	0.019	0.007	0.016
Si	0.012	0.013	-0.02
Si	0.005	-0.006	0.037
Si	-0.02	0.051	0.001
Si	-0.057	0.023	-0.006
Si	0.03	-0.059	-0.006
Si	0.032	0.01	-0.004
Si	0.017	0.003	0.024
Si	-0.033	-0.041	-0.002
Si	0.003	-0.003	-0.012
Si	0.064	-0.081	0.001
Si	-0.026	0.031	-0.006
Si	-0.044	0.022	0.001
Si	-0.059	-0.038	0.008
Si	-0.103	0.027	-0.043
Si	-0.057	0.023	0.002
Si	-0.046	0.005	-0.012
Si	-0.011	-0.024	0.011
Si	-0.001	-0.035	0.009
Si	0.045	-0.019	-0.002
Si	0.014	0.009	0.005
Si	-0.025	-0.086	0.05
Si	0.041	0.035	0.045
Si	-0.011	0.041	0.073
Si	-0.005	-0.05	0.005
Si	-0.024	0.019	-0.031
Si	0.027	0.099	-0.005
Si	0.002	-0.049	-0.003
Si	-0.007	-0.002	-0.002
Si	0.021	-0.011	-0.014
Si	0.027	0.032	-0.048
Si	0.024	0.048	0.077
Si	0.037	-0.035	0.113
Si	-0.017	0.036	0.015
Si	0.045	0.029	0.039
Si	0.113	0.023	0.001
Si	-0.046	0.055	0.058
Si	0.034	0.009	0.094
Si	-0.14	-0.012	0.088
Si	0.031	0.125	0.007
Si	-0.022	0.087	0.005
Si	0.057	-0.059	0.023
Si	0.057	0.013	0.007
Si	0.027	0.005	0.059
Si	0.088	-0.014	0.155
Si	0.022	-0.078	0.014
Si	0.025	0.115	0.025
Si	-0.044	0.08	0.031
Si	-0.151	0.049	-0.014
Si	-0.018	-0.041	-0.023
Si	-0.046	0.031	-0.027
Si	-0.049	-0.023	0.11
Si	0.035	-0.115	-0.01
Si	0.061	-0.087	0.063
Si	-0.155	-0.037	0.109
Si	0	0.061	-0.178
Si	0.102	0.091	-0.178
Si	0.131	-0.089	-0.082
Si	-0.134	-0.004	-0.133
Si	-0.028	0.029	0.065
Si	0.038	-0.115	-0.042
Si	0.157	-0.027	0.016
Si	-0.152	0.135	-0.077
Si	0.135	-0.106	0.007
Si	-0.028	-0.186	-0.129
Si	-0.038	-0.008	-0.211
Si	-0.044	0.016	-0.02
Si	-0.05	0.01	-0.039
Si	0.035	-0.078	0.059
Si	-0.095	-0.059	0.004
Si	-0.068	0.047	0.1
Si	0.446	0.233	-0.252
Si	-0.118	0.014	0.016
Si	0.144	-0.013	0.275
Si	0.042	0.097	0.217
Si	-0.204	0.029	-0.024
Si	-0.112	0.105	0.242
Si	-0.084	0.032	0.301
Si	0.145	-0.074	0.227
Si	-0.096	-0.008	0.262
Si	-0.119	0.236	0.286
Si	-0.055	0.017	0.219
Si	-0.003	-0.091	0.272
Si	-0.008	-0.006	0.102
Si	-0.073	0.016	0.167
Si	-0.035	-0.042	0.291
Si	0.184	-0.103	0.125
Si	-0.105	0.083	0.256
Si	-0.054	-0.071	0.231
Si	0.058	-0.077	0.084
Si	-0.244	-0.05	0.104
Si	-0.056	-0.021	0.022
Si	0.077	-0.085	-0.06
Si	-0.018	-0.05	0.231
Si	0.035	-0.212	0.043
Si	0.104	-0.048	0.07
Si	-0.1	0.106	0.357
Si	0.032	0.13	-0.037
Si	0.019	-0.248	-0.206
Si	0.07	-0.074	0.273
Si	0.16	-0.073	-0.177
Si	0.323	-0.199	0.081
Si	-0.14	-0.049	0.495
Si	0.151	0.024	-0.126
Si	0.046	0.117	0.237
Si	-0.008	-0.113	0.083
Si	-0.194	0.081	-0.079
Si	-0.005	0.336	0.104
Si	0.109	-0.229	0.033
Si	0.016	-0.202	0.094
Si	0.006	-0.056	-0.071
Si	-0.053	0.232	0.126
Si	-0.032	0.088	-0.046
Si	0.041	-0.196	0.069
Si	-0.135	0.086	-0.111
Si	-0.124	0.014	-0.129
Si	0.027	0.478	0.122
Si	-0.268	0.058	0.194
Si	-0.333	-0.14	0.18
Si	-0.07	0.138	0.032
Si	0.045	0.055	-0.052
Si	0.12	0.156	-0.06
Si	0.072	0.025	-0.007
Si	0.046	-0.009	0.08
Si	-0.071	0.073	-0.195
Si	0.071	0.031	0.132
Si	0.076	-0.199	0.139
Si	0.074	0.115	0.103
Si	0.085	0.09	-0.217
Si	-0.082	-0.209	0.12
Si	0.116	-0.074	-0.092
Si	-0.017	0.136	-0.244
Si	-0.113	0.156	0.126
Si	-0.074	0.062	-0.135
Si	0.063	0.05	-0.194
Si	0.027	0.039	-0.226
Si	-0.184	-0.01	-0.015
Si	0.004	0.029	-0.185
Si	-0.099	0.008	-0.203
Si	-0.1	-0.18	-0.065
Si	0.211	0.209	0.042
Si	-0.027	-0.141	-0.212
Si	0.068	-0.008	0.239
Si	-0.011	-0.091	0.083
Si	0.191	-0.006	-0.246
Si	-0.041	-0.042	-0.238
Si	0.103	-0.108	0.113
Si	0.016	-0.006	-0.166
Si	0.045	0.13	0.054
Si	0.104	-0.024	-0.266
Si	-0.183	-0.093	0.172
Si	0.08	0.011	-0.137
Si	-0.006	-0.094	-0.176
Si	0.086	-0.074	0.146
Si	0.058	-0.117	-0.154
Si	-0.094	0.018	0.079
Si	0.092	0.089	0.159
Si	-0.107	0.042	0.117
Si	0.051	-0.135	-0.109
Si	-0.05	0.054	-0.143
Si	-0.057	0.056	0.2
Si	0.007	-0.035	-0.298
Si	-0.074	-0.107	0.248
Si	-0.082	0.024	0.181
Si	0.111	0.076	-0.113
Si	-0.072	-0.05	-0.183
Si	-0.044	-0.091	-0.202
Si	0.058	0.02	0.378
Si	-0.129	0.214	-0.05
Si	0.05	-0.028	0.085
Si	0.071	-0.107	-0.003
Si	-0.026	0.238	0.262
Si	-0.076	-0.015	0.231
Si	0.088	0.027	-0.116
Si	-0.103	-0.062	0.345
Si	-0.081	-0.161	-0.371
Si	0.039	0.02	-0.161
Si	-0.067	0.047	0.275
Si	0.065	-0.033	0.258
Si	0.155	0.188	-0.015
Si	-0.058	-0.029	0.276
Si	-0.066	0.001	-0.027
Si	0.068	0.124	-0.12
Si	0.015	0.045	0.378
Si	-0.006	0.079	0.121
Si	0.12	0.025	0.034
Si	-0.044	-0.022	0.03
Si	0.008	-0.037	0.09
Si	-0.174	-0.066	-0.163
Si	0.073	0.005	-0.021
Si	-0.124	-0.056	-0.07
Si	0.087	-0.021	0.364
Si	0.039	0.103	-0.033
Si	0.099	-0.113	-0.245
Si	-0.08	-0.039	0.282
Si	0.104	0.157	-0.106
Si	0.069	-0.119	-0.263
Si	0.14	-0.077	0.075
Si	0.111	-0.023	0.235
Si	0.033	0.112	0.309
Si	0.186	-0.064	-0.33
Si	0.081	-0.049	-0.192
Si	0.01	0.083	-0.329
Si	0.117	-0.185	-0.224
Si	0.242	0.019	-0.021
Si	0.014	0.042	-0.232
Si	0.097	-0.142	-0.099
Si	0.127	-0.118	0.009
Si	0.009	0.073	-0.264
Si	-0.284	-0.151	-0.118
Si	-0.041	0.035	-0.059
Si	0.059	0.003	0.276
Si	0.001	0.091	-0.25
Si	-0.111	0.187	0.084
Si	-0.126	0.161	-0.181
Si	0.076	0.115	-0.35
Si	0.263	-0.168	0.077
Si	-0.129	-0.096	-0.456
Si	0.089	0.159	-0.166
O	-0.164	0.278	0.162
O	-0.215	-0.115	-0.173
O	0.051	-0.001	0.406
O	-0.188	0.27	0.483
O	0.008	-0.177	-0.01
O	-0.132	0.081	0.165
O	0.006	0.294	0.148
O	0.225	-0.099	-0.108
O	-0.055	0.007	-0.121
O	0.059	0.076	-0.275
O	-0.231	-0.004	-0.068
